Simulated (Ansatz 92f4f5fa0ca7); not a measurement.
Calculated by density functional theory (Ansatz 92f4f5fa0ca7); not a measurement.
Periodic cell of 291 atoms, Si144O115H32, with a vacuum gap, from a study of silicon, its oxide and their interface. The atomic structure is a simulated model.

Settings: functional r2SCAN; potential files Ansatz PAW; basis plane waves; wave-function cutoff 800 eV; density cutoff ratio 5; exchange-correlation grid ratio 1; k mesh 1 x 1 x 1, shifted by 0.5 0.5 0 of a step; self-consistency stop 1e-11 eV per atom in the density residual; occupations fixed; spin none; net charge 0; applied field sawtooth along c, amplitude +0.015 V/angstrom in the program's sign convention, ramp centred at 0.9899 of c and 0.0203 of c wide, no dipole correction.

Cell vectors (angstrom)
a, 10.88, 0, 0
b, 0, 10.88, 0
c, 0, 0, 49.3663

Atoms: element, x, y, z (angstrom)
Si, 6.354, 13.6706, 25.6571
Si, 5.4678, 15.6262, 30.8529
Si, -3.4075, 6.9684, 30.8912
Si, -0.8399, 11.1829, 17.2095
Si, -3.9455, 10.4091, 33.6421
Si, 2.7872, 9.509, 30.4561
Si, 5.6071, 14.512, 33.5836
Si, -2.2225, 14.8291, 27.5525
Si, 1.629, 10.7737, 35.6459
Si, 3.8742, 12.9583, 35.7156
Si, 1.2247, 4.9233, 35.7323
Si, 4.4999, 8.1532, 35.83
Si, -4.6707, 9.8748, 35.7795
Si, 9.577, 13.9944, 35.2469
Si, 6.8194, 16.251, 35.8708
Si, -1.7283, 7.4272, 35.7606
Si, -0.0221, 11.7888, 36.9313
Si, 2.6816, 14.5259, 37.0298
Si, -0.0401, 6.408, 37.0368
Si, 2.7254, 9.1599, 36.9688
Si, 5.3963, 11.7336, 36.9996
Si, 8.1143, 14.6677, 36.9748
Si, 5.3645, 17.3936, 37.2249
Si, -2.8469, 9.0612, 37.031
Si, -1.4269, 10.475, 38.2953
Si, 1.2553, 13.2088, 38.365
Si, -1.4028, 5.0629, 38.4195
Si, 1.3328, 7.7984, 38.3195
Si, 4.0105, 10.4956, 38.4354
Si, 6.8084, 13.1598, 38.2575
Si, 3.99, 15.9169, 38.3955
Si, 6.7742, 7.7907, 38.5546
Si, -0.0497, 9.1357, 39.6673
Si, 2.6266, 11.8573, 39.725
Si, -0.0618, 3.6889, 39.7628
Si, 2.6436, 6.4209, 39.7356
Si, 5.3708, 9.1611, 39.825
Si, -2.7553, 11.8402, 39.6961
Si, 5.4212, 14.527, 39.6419
Si, -2.7441, 17.272, 39.8031
Si, 1.2888, 10.4825, 41.0543
Si, 4.0387, 13.2107, 41.03
Si, 1.2943, 5.0663, 41.1116
Si, 4.0094, 7.7583, 41.1264
Si, -4.1182, 10.5253, 41.1218
Si, -1.4209, 13.1935, 41.0989
Si, -4.1476, 15.8859, 41.0566
Si, -1.3748, 7.7842, 41.0717
Si, -0.0449, 11.8208, 42.4338
Si, 2.6984, 14.5617, 42.4092
Si, -0.062, 6.441, 42.4651
Si, 2.6319, 9.1474, 42.4418
Si, 5.3724, 11.8893, 42.4455
Si, -2.7952, 14.5742, 42.4364
Si, 5.3903, 6.3607, 42.4321
Si, -2.7397, 9.1168, 42.4268
Si, 0.0405, 10.8376, 6.9377
Si, 2.7517, 13.5847, 6.8981
Si, -0.0391, 5.4757, 6.9317
Si, 2.6979, 8.2003, 6.9624
Si, 5.4229, 10.9021, 6.9219
Si, 8.1393, 13.6437, 6.9476
Si, 5.4465, 16.2903, 6.947
Si, 8.2067, 8.1064, 6.8937
Si, 1.3535, 9.5109, 8.4002
Si, 4.0765, 12.2509, 8.3333
Si, 1.3644, 14.9725, 8.1781
Si, 4.0632, 6.8021, 8.2292
Si, 6.8192, 9.4781, 8.1552
Si, -1.3433, 12.2332, 8.178
Si, 6.8051, 14.9845, 8.3721
Si, -1.3638, 6.8052, 8.3832
Si, 2.726, 10.9008, 9.7376
Si, 5.4311, 13.6152, 9.713
Si, 2.6507, 16.3589, 9.546
Si, 5.4839, 8.1319, 9.5158
Si, -2.7014, 10.8476, 9.4529
Si, 0.0229, 13.5918, 9.4888
Si, 8.1441, 16.3469, 9.7864
Si, -0.0172, 8.1566, 9.8058
Si, 1.328, 12.3475, 11.008
Si, 3.214, 7.7189, 12.1516
Si, 1.344, 6.7093, 11.1297
Si, 4.178, 9.4598, 10.9197
Si, -4.0135, 12.135, 10.8748
Si, 7.4776, 12.1774, 15.8335
Si, 6.7543, 6.9059, 11.0991
Si, -1.4301, 9.6334, 11.0089
Si, 4.0265, 15.0852, 10.9348
Si, -2.2937, 13.0526, 12.1455
Si, 4.1482, 8.9943, 25.2206
Si, 4.4016, 15.3118, 16.8887
Si, 3.491, 10.7474, 20.1355
Si, -1.3154, 14.8443, 10.9432
Si, 7.0792, 7.6468, 16.7968
Si, -0.4541, 11.4195, 12.2373
Si, 6.8625, 14.0064, 18.2146
Si, 7.3455, 13.6569, 14.0676
Si, 0.4181, 4.7989, 12.2938
Si, -3.2921, 13.4101, 33.0201
Si, 0.3989, 9.8657, 14.7885
Si, 4.1925, 5.7867, 21.9862
Si, 4.2437, 13.4034, 14.5493
Si, 5.3125, 10.6385, 14.3823
Si, -3.8483, 8.3416, 24.0784
Si, 0.4166, 10.2773, 25.6723
Si, 4.8755, 16.8756, 12.2244
Si, 0.2017, 6.7813, 19.3156
Si, 2.7349, 6.8403, 33.7295
Si, 5.8165, 9.5182, 31.079
Si, 2.538, 6.4717, 26.0632
Si, 0.6205, 7.6145, 23.93
Si, -2.1824, 8.1698, 14.3386
Si, 1.6761, 11.2913, 28.0665
Si, -1.9034, 16.1896, 17.667
Si, 2.9587, 8.6399, 22.5037
Si, 3.2038, 8.4026, 14.3799
Si, 6.1264, 12.2855, 20.7677
Si, -3.6925, 5.6748, 22.6396
Si, -3.2704, 13.5143, 23.0978
Si, -1.7338, 6.835, 28.2423
Si, -1.1415, 9.4454, 19.45
Si, -3.2064, 8.7505, 12.2819
Si, 3.2246, 6.0235, 19.1084
Si, 1.308, 13.0897, 24.655
Si, 2.3088, 14.1456, 12.2015
Si, 0.5626, 11.8319, 19.7219
Si, 1.1156, 9.3192, 33.0157
Si, -0.9274, 5.9784, 21.9856
Si, -1.5706, 16.0313, 14.6402
Si, -2.216, 9.4418, 26.5432
Si, 3.7716, 14.9691, 24.601
Si, -0.3917, 13.7019, 22.0796
Si, -1.5957, 8.3989, 32.8787
Si, 5.9498, 10.405, 12.1605
Si, 3.0105, 6.4291, 30.619
Si, 5.1665, 8.5524, 18.9828
Si, -4.0364, 10.9235, 28.7055
Si, 4.7106, 6.1266, 15.3524
Si, -0.0365, 13.8177, 27.3751
Si, 1.0022, 5.6384, 28.6546
Si, -3.5005, 13.7006, 29.9037
Si, 4.4525, 11.5398, 27.0919
Si, 7.1879, 9.3796, 21.073
O, -3.4231, 12.3882, 28.964
O, -2.9087, 6.3857, 35.307
O, 2.7485, 11.8877, 35.2149
O, 2.2041, 9.7977, 31.9344
O, 0.0612, 14.8644, 35.0609
O, -3.4126, 11.9242, 33.641
O, -2.0009, 14.047, 33.7802
O, 5.8777, 14.3448, 29.9317
O, 1.4506, 6.6084, 24.8756
O, -0.9003, 12.4895, 35.7109
O, -1.2333, 16.0076, 16.2088
O, 2.9695, 13.8873, 13.6918
O, -2.7758, 8.8846, 25.1392
O, 4.0792, 7.4801, 34.3773
O, 4.5562, 9.2521, 14.7354
O, -3.6939, 9.1246, 22.665
O, -2.7297, 9.4964, 33.1138
O, -0.2104, 15.6714, 13.835
O, -1.1128, 7.8661, 34.3228
O, 0.1463, 11.0794, 13.7426
O, 5.6948, 13.8138, 13.8814
O, 4.051, 13.9605, 16.06
O, -3.9243, 10.1323, 30.104
O, 4.3343, 7.1744, 18.8221
O, 5.7317, 15.0655, 17.7849
O, -1.8391, 11.8961, 16.1642
O, 5.9747, 15.7448, 34.5722
O, 4.5721, 11.8599, 20.6171
O, 3.5157, 7.7557, 26.0356
O, 7.9264, 6.5502, 17.6483
O, 5.0149, 5.631, 13.8301
O, -2.6169, 14.8194, 18.1658
O, 6.2205, 7.9588, 31.1934
O, -2.2879, 8.9032, 20.4346
O, -0.653, 8.7105, 14.3902
O, -2.8814, 7.0789, 29.3638
O, 3.0072, 12.0918, 27.5678
O, 8.0692, 8.4735, 15.8137
O, -2.0762, 6.5777, 14.1146
O, 1.8906, 9.2701, 14.7168
O, 0.4834, 13.8351, 25.8306
O, -1.8379, 13.0598, 22.4839
O, -0.3032, 8.2244, 18.8187
O, 8.0069, 15.0948, 14.4434
O, 4.3647, 9.7798, 30.4693
O, 1.4479, 8.1013, 22.6269
O, 5.6128, 8.6056, 24.7464
O, 4.8639, 15.0768, 32.2525
O, 3.6226, 15.7064, 23.1583
O, -4.0052, 5.4959, 31.1716
O, 4.5517, 13.5533, 34.3575
O, 6.2696, 8.6262, 17.7983
O, -0.6497, 6.7672, 23.3859
O, -1.7466, 10.2323, 18.166
O, 5.3393, 14.6525, 24.8537
O, -2.5007, 14.7325, 29.1656
O, -3.2751, 15.1218, 23.2354
O, -3.3093, 10.1801, 27.4752
O, 0.1569, 13.0564, 20.6976
O, -0.1669, 10.4727, 20.2446
O, -0.0208, 6.701, 20.894
O, -1.605, 8.1814, 27.3561
O, 3.9242, 7.3545, 22.3044
O, 5.2785, 11.0393, 28.3693
O, 6.3775, 12.9991, 22.19
O, 5.9603, 8.5612, 20.4023
O, 2.6849, 7.9285, 30.0808
O, 3.293, 9.3619, 23.9049
O, 3.0409, 6.4042, 32.2222
O, 3.1083, 9.7166, 21.3244
O, 2.1629, 11.5512, 19.6774
O, 0.214, 10.3634, 16.3079
O, 4.4186, 5.7524, 30.1399
O, 1.1106, 11.4914, 24.8559
O, 1.3034, 10.1012, 27.0176
O, 1.5866, 7.9558, 33.7291
O, 6.0396, 6.904, 15.8286
O, 0.7003, 13.4172, 23.2132
O, -0.3226, 6.5132, 28.9596
O, 1.7655, 6.6772, 18.9996
O, 0.2942, 8.9327, 24.7968
O, 0.4686, 12.4032, 28.0825
O, 6.8181, 12.7615, 17.1909
O, -3.0217, 13.3678, 31.4138
O, -0.5279, 15.3, 21.9843
O, -3.5561, 14.4035, 26.7181
O, -3.7457, 6.747, 23.8429
O, 3.2793, 15.7392, 17.9834
O, 7.0369, 10.9499, 20.7088
O, -2.0522, 5.5595, 27.2789
O, -2.5042, 6.112, 21.6269
O, 4.1924, 10.3045, 26.1168
O, 5.7907, 5.5867, 21.8459
O, 2.8499, 13.6226, 24.6489
O, 6.5889, 13.3715, 19.6666
O, 0.9354, 10.3726, 34.2218
O, 6.5939, 10.8762, 15.3775
O, -3.5431, 12.9344, 24.587
O, 2.1725, 5.5863, 34.5757
O, 5.3741, 12.6395, 26.3888
O, -0.6674, 5.6046, 18.648
O, 3.3298, 5.0967, 25.7827
O, 4.167, 9.8417, 18.9537
O, -1.1016, 10.564, 26.1712
O, 5.7695, 10.238, 32.5249
O, 1.8316, 5.5103, 30.0286
O, 1.8571, 6.3974, 27.5119
O, 0.6961, 15.0127, 28.1864
O, 4.2016, 11.7952, 14.6301
O, 0.0089, 12.1468, 18.2149
O, -2.1806, 7.2527, 31.9065
O, -0.2793, 9.0776, 32.2295
O, 2.0071, 10.5102, 29.4483
O, 3.378, 7.0864, 15.3364
O, 3.4825, 16.2816, 20.5838
H, 0.779, 12.6405, 43.3663
H, -0.8536, 10.9861, 43.3663
H, 3.5183, 15.3854, 43.3417
H, 1.878, 13.7385, 43.3417
H, -0.8949, 5.6305, 43.3975
H, 0.7522, 7.2704, 43.3975
H, 1.8063, 8.3295, 43.3743
H, 3.4569, 9.966, 43.3743
H, 6.1902, 12.7151, 43.3779
H, 4.5542, 11.0639, 43.3779
H, -3.6294, 13.7649, 43.3688
H, -1.9889, 15.4112, 43.3688
H, 4.5627, 5.5448, 43.3645
H, 6.2254, 7.169, 43.3645
H, -3.5461, 8.2798, 43.3592
H, -1.9077, 9.9282, 43.3592
H, -0.7915, 10.0262, 6.0053
H, 0.8492, 11.6724, 6.0053
H, 1.9278, 12.765, 5.9657
H, 3.5721, 14.4079, 5.9657
H, 0.7938, 6.2862, 5.9992
H, -0.8454, 4.6387, 5.9992
H, 1.8838, 7.371, 6.03
H, 3.5236, 9.0183, 6.03
H, 4.5979, 10.0835, 5.9894
H, 6.2411, 11.7275, 5.9894
H, 7.3215, 12.8179, 6.0151
H, 8.9735, 14.4529, 6.0151
H, 6.274, 17.1063, 6.0145
H, 4.6266, 15.4666, 6.0145
H, 7.3716, 7.2981, 5.9612
H, 9.0131, 8.9433, 5.9612

Results
free energy: -158205.868 eV
free energy less fixed offsets of H -15.71, O -570.45, Si -639.56 eV per atom: -4.758 eV

Forces (eV/angstrom), in the order of the atoms: element, x, y, z
Si, 0.0003, -0.0025, 0.0507
Si, -0.0022, -0.0027, 0.0538
Si, 0.0033, 0.0002, 0.0576
Si, 0.0041, 0.0089, 0.0551
Si, 0.0042, 0.0039, 0.0449
Si, -0.0126, -0.0122, 0.0568
Si, -0.0029, -0.002, 0.0501
Si, 0.003, 0.0003, 0.0438
Si, 0.0083, -0.0064, 0.0309
Si, -0.0123, -0.01, 0.028
Si, -0.0066, 0.0043, 0.03
Si, -0.0096, -0.012, 0.0259
Si, 0.0037, 0.0036, 0.0106
Si, 0.0014, 0.0044, 0.0341
Si, 0.0098, 0.0122, 0.0259
Si, -0.0029, -0.0078, 0.024
Si, 0.025, -0.0097, -0.0031
Si, 0.0054, -0.0078, -0.0151
Si, -0.0123, -0.0027, -0.0129
Si, -0.0047, 0.0224, -0.0162
Si, -0.0185, 0.0107, -0.0175
Si, -0.008, 0.0105, -0.0077
Si, 0.0257, -0.0085, -0.0163
Si, 0.0082, -0.0242, -0.0156
Si, -0.0111, 0.0098, 0.0133
Si, -0.0093, 0.0085, -0.0015
Si, 0.012, -0.0106, -0.0007
Si, 0.0102, -0.0225, 0.015
Si, 0.0164, -0.0293, 0
Si, 0.0242, -0.0025, 0.0111
Si, -0.0116, 0.0127, 0.0144
Si, -0.024, 0.0113, -0.0029
Si, 0.0006, -0.003, 0.0297
Si, -0.003, 0.0025, 0.0176
Si, 0.0014, 0.0057, 0.0154
Si, 0.0043, 0, 0.0237
Si, 0.0134, -0.0018, 0.0116
Si, -0.0011, -0.0113, 0.025
Si, -0.0162, 0.0178, 0.0268
Si, -0.0012, -0.0173, 0.0099
Si, 0.0051, 0.0049, 0.2128
Si, -0.0139, -0.0092, 0.2049
Si, 0.0033, -0.0218, 0.1434
Si, 0.0008, 0.0055, 0.1451
Si, -0.0068, -0.0067, 0.1492
Si, 0.0099, 0.0137, 0.1528
Si, 0.0239, 0.0304, 0.1992
Si, -0.0151, -0.0123, 0.2188
Si, -0.1402, 0.1184, 0.3467
Si, -0.1241, 0.1591, 0.2777
Si, 0.1478, -0.1073, 0.3648
Si, 0.1265, -0.1711, 0.3364
Si, 0.1394, -0.1134, 0.3151
Si, 0.0725, -0.2108, 0.3517
Si, -0.1054, 0.1305, 0.3264
Si, -0.106, 0.1836, 0.3629
Si, -0.0923, 0.065, -0.3634
Si, -0.0905, 0.0805, -0.3109
Si, 0.1252, -0.0885, -0.2844
Si, 0.0477, -0.0768, -0.3334
Si, 0.0645, -0.0901, -0.3076
Si, 0.1423, -0.0544, -0.3629
Si, -0.0904, 0.0561, -0.267
Si, -0.116, 0.0834, -0.3472
Si, -0.0033, -0.0017, -0.1807
Si, -0.0043, -0.0116, -0.2027
Si, -0.0065, -0.0029, -0.162
Si, -0.0113, -0.0224, -0.1416
Si, -0.0024, 0.0063, -0.1607
Si, 0.0221, 0.0244, -0.1534
Si, -0.0082, 0.0059, -0.1854
Si, 0.009, 0.0018, -0.2018
Si, 0.0018, 0.0057, -0.0347
Si, -0.0047, 0.0051, -0.0282
Si, 0.0207, -0.0069, -0.0035
Si, -0.0004, 0.0256, 0.0028
Si, 0.0004, -0.0087, 0.0033
Si, -0.0001, -0.0071, 0.0035
Si, 0.0121, -0.0124, -0.0374
Si, 0, -0.0003, -0.0437
Si, -0.0298, 0.0391, -0.0102
Si, -0.0055, 0.0078, 0.0086
Si, 0.0289, -0.0334, -0.0041
Si, 0.0324, -0.0225, -0.0071
Si, 0.029, -0.0358, -0.0196
Si, 0.0127, 0.0068, 0.0442
Si, -0.0316, 0.0376, -0.0129
Si, -0.0324, 0.0393, -0.0052
Si, -0.0316, 0.032, -0.0028
Si, -0.0064, 0.0215, 0.0054
Si, -0.003, 0.0047, 0.0439
Si, -0.0086, 0.0047, 0.0464
Si, -0.0027, -0.0078, 0.0429
Si, 0.0302, -0.0377, -0.0077
Si, -0.0046, 0.0013, 0.0573
Si, 0.0078, -0.0072, 0.016
Si, -0.0022, 0.0032, 0.0546
Si, -0.0044, 0.0041, 0.0114
Si, -0.0147, 0.007, 0.0183
Si, -0.0007, 0.002, 0.0573
Si, -0.0032, 0.0016, 0.0482
Si, -0.0019, -0.0054, 0.0517
Si, -0.0087, -0.0139, 0.0381
Si, -0.0081, 0.0073, 0.0315
Si, -0.0031, 0.0086, 0.0559
Si, -0.0009, 0.0074, 0.0434
Si, -0.006, -0.009, 0.0182
Si, 0.0112, 0.0001, 0.06
Si, 0.0063, -0.0031, 0.0517
Si, 0.0031, 0.0044, 0.0578
Si, -0.0053, 0.0052, 0.0456
Si, 0.0017, 0.0093, 0.0483
Si, 0.0004, 0.0043, 0.0378
Si, 0.0104, -0.0094, 0.0516
Si, 0.0044, 0.0041, 0.0535
Si, -0.0063, 0.0012, 0.0487
Si, -0.0015, -0.004, 0.0284
Si, -0.0028, -0.0052, 0.0506
Si, 0.0013, -0.003, 0.0353
Si, -0.0033, 0.0029, 0.0476
Si, -0.0177, 0.0025, 0.0522
Si, -0.0008, -0.0022, 0.0426
Si, 0.0008, -0.0069, 0.0016
Si, -0.0061, 0.0102, 0.0571
Si, -0.002, -0.0041, 0.0466
Si, 0.0117, -0.0083, 0.0198
Si, 0.004, 0.0101, 0.0469
Si, -0.0042, 0.0048, 0.0618
Si, -0.0111, -0.0001, 0.0461
Si, 0.0004, -0.0026, 0.0339
Si, -0.0087, 0.0018, 0.0524
Si, 0.0001, -0.0067, 0.0431
Si, 0.0004, 0.0076, 0.0497
Si, 0.0165, 0.0031, 0.0552
Si, -0.0137, -0.0041, 0.0079
Si, 0.0188, 0.0046, 0.0854
Si, -0.0116, 0.012, 0.0528
Si, 0.001, 0.0014, 0.0555
Si, 0.0071, -0.001, 0.0347
Si, -0.0013, 0.0055, 0.0349
Si, 0.0082, 0.0111, 0.0534
Si, -0.0086, -0.0003, 0.0716
Si, 0.002, 0.0049, 0.0478
Si, 0.0044, -0.0011, 0.0462
O, -0.0033, -0.005, -0.0264
O, 0.0035, 0.0001, -0.0217
O, -0.0053, 0.0002, -0.0095
O, 0.0132, 0.006, -0.0393
O, -0.0043, 0.0014, -0.0106
O, 0.0016, 0.0066, -0.0121
O, -0.0098, -0.0018, -0.0282
O, 0.0099, -0.0108, -0.0242
O, -0.009, 0.0075, -0.0302
O, -0.0183, 0.0104, -0.0013
O, -0.0001, -0.0006, -0.0427
O, -0.0008, -0.0093, -0.0096
O, -0.0165, -0.0078, -0.0344
O, -0.0105, -0.0111, -0.0195
O, 0.0002, 0.0001, -0.0104
O, -0.0003, 0.0161, -0.0454
O, 0.0045, -0.0032, -0.0234
O, 0.0118, 0.0028, -0.0292
O, -0.0014, 0.0126, -0.0375
O, -0.004, 0.0008, -0.0263
O, -0.0018, -0.0069, -0.018
O, 0.0018, -0.016, -0.0337
O, 0.0044, 0.0156, -0.0357
O, 0.0095, -0.0031, -0.0263
O, -0.0066, 0.0051, -0.0244
O, -0.0147, 0.0071, -0.0173
O, -0.0031, -0.018, -0.0329
O, -0.0052, 0.0021, -0.0169
O, 0.0077, 0.0014, -0.0191
O, -0.0053, 0.0048, -0.0166
O, -0.0038, 0.0023, -0.0418
O, 0.0035, 0.0022, -0.0223
O, 0.0053, 0.0015, -0.0192
O, 0.0107, -0.004, -0.0239
O, -0.0019, -0.0075, -0.0297
O, 0.0141, -0.005, -0.0387
O, 0.0058, 0.0035, -0.0224
O, 0.0122, 0.0037, -0.0325
O, -0.0045, 0.0067, -0.0208
O, 0.002, -0.0023, -0.0127
O, 0.0087, -0.0087, -0.0354
O, 0.0051, 0.0012, -0.0199
O, 0.0023, -0.0018, -0.015
O, -0.0015, 0.0034, -0.0059
O, -0.0132, 0.0045, -0.019
O, 0.007, 0.0034, -0.022
O, 0.0092, -0.0027, -0.0225
O, -0.0002, 0.0137, -0.0429
O, 0.0039, 0.0122, -0.0338
O, 0.0039, 0.0037, -0.0193
O, 0.0175, 0.008, -0.0265
O, 0.0117, -0.0039, -0.0223
O, -0.0068, -0.0095, -0.0286
O, 0.0046, 0.016, -0.0273
O, -0.0055, 0.0031, -0.0196
O, 0.0145, -0.0017, -0.0385
O, 0.0063, 0.0045, -0.0192
O, 0.0077, -0.014, -0.0299
O, 0.0089, -0.0101, -0.0291
O, -0.0016, -0.0005, -0.0204
O, 0.0079, 0.0048, -0.0269
O, -0.0022, 0.0093, -0.0227
O, -0.0008, -0.0071, -0.0187
O, -0.0175, 0.0077, -0.0239
O, -0.0088, -0.01, -0.0391
O, -0.0075, 0.0001, -0.0258
O, -0.0013, -0.001, -0.0184
O, -0.0088, -0.0053, -0.0352
O, -0.0018, -0.0023, -0.0338
O, -0.0012, 0.0139, -0.0327
O, -0.0061, 0.0015, -0.0151
O, 0.0024, -0.0114, -0.0366
O, -0.0046, 0.0034, -0.0107
O, 0.002, 0.0079, -0.0194
O, -0.0075, -0.0021, -0.0268
O, 0.0054, 0.0011, -0.0154
O, -0.0081, -0.0019, -0.0276
O, -0.0137, 0.0015, -0.0356
O, 0.0003, 0.0013, -0.015
O, 0.0036, -0.0036, -0.0088
O, 0.002, -0.0173, -0.0235
O, -0.0057, 0.0062, -0.0127
O, 0.0091, -0.0095, -0.0484
O, -0.0028, 0.0066, -0.0483
O, -0.0005, 0.0066, -0.0138
O, -0.0146, -0.0037, -0.0274
O, 0.0105, -0.006, -0.0205
O, 0.0101, -0.0107, -0.0329
O, -0.0044, 0.0051, -0.0169
O, -0.0018, -0.0115, -0.0208
O, 0.0045, 0.0001, -0.0142
O, -0.0081, -0.0166, -0.0256
O, -0.0065, 0.0096, -0.0154
O, 0.0007, 0.0011, -0.0174
O, 0.0079, 0.0147, -0.0417
O, -0.0032, -0.0138, -0.0342
O, -0.0124, -0.0107, -0.0327
O, 0.0079, -0.0005, -0.035
O, 0.0111, 0.013, -0.0186
O, 0.0062, 0.0054, -0.0242
O, -0.012, -0.0043, -0.0274
O, 0.0092, -0.0101, -0.0211
O, 0.0028, -0.007, -0.02
O, 0.0068, -0.0032, -0.0153
O, -0.0009, -0.0092, -0.0415
O, -0.0153, -0.0067, -0.0356
O, 0.0061, 0.0008, -0.038
O, -0.006, -0.011, -0.0185
O, 0.0056, -0.0113, -0.0119
O, -0.0081, -0.0044, -0.0378
O, -0.0118, -0.0109, -0.0255
O, 0.0043, 0.0023, -0.0183
O, -0.0115, 0.0206, -0.0421
O, -0.002, 0.0078, -0.0191
O, -0.0096, -0.0013, -0.0368
H, -0.2486, -0.2668, -0.2743
H, 0.325, 0.3471, -0.248
H, -0.3502, -0.3807, -0.2525
H, 0.2889, 0.2153, -0.2936
H, 0.2334, 0.2944, -0.2793
H, -0.2987, -0.3786, -0.244
H, 0.3048, 0.3749, -0.2595
H, -0.2902, -0.2342, -0.2915
H, -0.4075, -0.2662, -0.2519
H, 0.2607, 0.262, -0.2905
H, 0.376, 0.3099, -0.2353
H, -0.2506, -0.2657, -0.3093
H, 0.3865, 0.3463, -0.2397
H, -0.2162, -0.2625, -0.2898
H, 0.2321, 0.2493, -0.2911
H, -0.3471, -0.3417, -0.2296
H, 0.403, 0.2, 0.264
H, -0.1354, -0.4235, 0.267
H, 0.323, 0.2299, 0.2648
H, -0.2551, -0.4192, 0.243
H, -0.3989, -0.1619, 0.2488
H, 0.2082, 0.4396, 0.2474
H, 0.2059, 0.3589, 0.2631
H, -0.4204, -0.2076, 0.2737
H, 0.2389, 0.4032, 0.227
H, -0.3448, -0.2338, 0.253
H, 0.1818, 0.3867, 0.2764
H, -0.4262, -0.2334, 0.2425
H, -0.2674, -0.2871, 0.2869
H, 0.4269, 0.2454, 0.2722
H, 0.4343, 0.1316, 0.2412
H, -0.1788, -0.412, 0.2534

The program warned: the cutoff lies below the one the program advises for these potential files; the forces do not sum to zero within the program's tolerance; empty levels may hold ghost states of the PAW files; the exchange-correlation potential is rough where the density is thin.
